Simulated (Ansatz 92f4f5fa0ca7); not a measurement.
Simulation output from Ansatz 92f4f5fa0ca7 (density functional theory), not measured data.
Periodic cell of 171 atoms, Si99O72, from a study of silicon, its oxide and their interface. The atomic structure is a simulated model.

Settings
functional: PBE
potential files: Ansatz PAW
basis: plane waves
wave-function cutoff: 700 eV
density cutoff ratio: 5
exchange-correlation grid ratio: 2
k mesh: 2 x 2 x 1, shifted by 0.5 0.5 0.5 of a step
self-consistency stop: 5e-08 eV per atom in the density residual
occupations: Fermi-Dirac, 0.05 eV
spin: none
net charge: 0

Cell vectors (angstrom)
a 11.5983 0 0
b 0 11.5983 0
c -4.4712 4.8712 23.4088

Atoms: element, x, y, z (angstrom)
Si 1.985 -0.245 0.5369
Si 2.051 3.0026 0.5567
Si 1.6907 7.2349 0.3307
Si 5.7073 -0.324 0.5057
Si 5.865 4.0285 0.3418
Si 5.765 7.2405 0.2893
Si 9.9027 -0.8534 0.2726
Si 9.9553 3.4021 0.6899
Si 9.8672 7.5942 0.2469
Si 3.8876 -0.5102 1.9248
Si 4.0108 3.4793 1.7778
Si 3.7895 7.2971 1.6515
Si 7.851 -0.376 1.5806
Si 7.8284 3.5246 1.6813
Si 7.8113 7.369 1.5978
Si 11.6389 -0.4951 1.8569
Si 11.8292 3.501 2.003
Si 11.5901 7.4926 1.9062
Si 3.9684 1.5193 3.187
Si 3.8759 5.415 3.1283
Si 3.8416 9.1491 3.1641
Si 7.8315 1.5567 3.0557
Si 7.8358 5.4297 3.0674
Si 7.8183 9.3076 3.0235
Si 11.6824 1.4881 3.2237
Si 11.7039 5.4951 3.1925
Si 11.6424 9.3192 3.3213
Si 2.0192 1.5116 4.6081
Si 1.9928 5.4483 4.5722
Si 1.9892 9.2644 4.6274
Si 5.928 1.5468 4.51
Si 5.8789 5.3769 4.4363
Si 5.8705 9.2574 4.4038
Si 9.7259 1.5499 4.5421
Si 9.7515 5.3788 4.4884
Si 9.6618 9.3147 4.5498
Si 2.0441 -0.4253 6.0029
Si 1.953 3.5066 5.9112
Si 1.9189 7.3461 5.9519
Si 5.9029 -0.4105 5.8391
Si 5.9026 3.4805 5.9268
Si 5.8968 7.3181 5.7337
Si 9.6683 -0.3684 5.9481
Si 9.8336 3.4793 5.9465
Si 9.7574 7.3219 5.7927
Si 4.0525 -0.3797 7.3029
Si 3.8552 3.4738 7.273
Si 3.9673 7.3645 7.0733
Si 7.7333 -0.3905 7.3239
Si 7.9 3.4573 7.3065
Si 7.8279 7.3193 7.0792
Si 11.6325 -0.4149 7.2943
Si 11.7476 3.5021 7.4617
Si 11.5613 7.3107 7.3373
Si 3.9499 1.5533 8.7172
Si 3.8476 5.5266 8.4571
Si 4.0143 9.1882 8.4986
Si 7.887 1.5441 8.7806
Si 7.8855 5.4885 8.5193
Si 7.7232 9.1461 8.4809
Si 11.8995 1.4393 8.7225
Si 11.613 5.4718 8.9244
Si 11.4677 9.28 8.6805
Si 2.1853 0.5725 10.1751
Si 2.1193 5.9827 10.0447
Si 1.9958 9.0526 9.6209
Si 5.8697 2.4003 9.8473
Si 5.857 5.5936 9.6063
Si 5.9057 8.7144 9.8998
Si 10.0265 1.6225 10.0928
Si 9.5289 5.8501 10.2613
Si 9.4186 9.0208 10.1035
Si 4.1738 2.4313 14.3522
Si 5.8627 9.0479 14.4465
Si 7.3885 10.269 12.1406
Si 4.7013 2.0649 17.3548
Si -2.5117 3.6219 12.0542
Si 2.9188 9.4985 14.4463
Si 11.4081 2.2028 12.7227
Si 9.1744 2.7169 21.4191
Si 0.4891 5.6127 17.4439
Si 4.6117 8.0584 18.1699
Si 6.0153 6.218 21.9531
Si 2.02 0.5412 13.338
Si 4.5944 10.497 16.7335
Si -1.1353 6.6377 19.7132
Si 2.4994 3.6066 18.9884
Si 0.9658 6.7693 21.9254
Si 7.3182 3.2648 18.8358
Si 0.6976 2.5524 21.4145
Si 3.4689 6.2078 20.1549
Si -2.2807 4.8955 17.7633
Si 6.8439 10.36 22.2262
Si -3.276 8.1965 21.064
Si 4.9615 6.5754 15.6794
Si 6.7088 5.9536 17.8725
Si 2.1274 4.3489 12.734
Si 6.6065 1.687 12.5516
Si 2.1503 6.4727 14.8546
O 2.6048 5.0948 11.3655
O -2.3746 8.41 22.4011
O 1.9465 1.3795 0.3256
O -4.1499 9.5953 20.8692
O -0.8658 2.5654 20.8997
O 1.332 6.3102 16.2534
O 5.457 -1.1574 -0.8965
O 5.472 1.2577 0.0131
O 4.7088 12.0634 17.088
O 10.1741 1.8858 0.0574
O 5.9044 5.6309 0.0032
O 10.2119 4.4446 -0.5674
O 10.4212 6.8849 -1.1931
O -1.4715 3.1008 13.2269
O 0.9233 3.3325 12.2945
O 4.7368 6.5853 21.053
O 9.6458 9.1685 -0.175
O 0.025 6.7833 18.5349
O 1.4866 5.4896 13.7389
O 7.339 6.8933 21.2858
O 0.5704 1.2002 13.7848
O 2.1472 10.5191 10.4322
O 6.1653 9.8445 11.1153
O 5.8595 7.1023 10.4787
O 2.3083 1.0084 11.7825
O 10.7704 1.1817 11.5737
O 5.6188 1.6032 11.2697
O -3.9363 2.9218 12.4053
O 7.3714 0.2423 12.6084
O 10.4929 -0.2615 -1.1888
O 1.4006 4.4085 18.0692
O 9.0858 5.241 11.7905
O 2.0791 7.6151 10.5363
O 8.829 9.9176 11.4092
O 9.5731 7.4721 10.6426
O 6.0056 7.4345 14.7648
O 6.0821 7.3549 18.4668
O 4.6493 9.6874 18.1793
O 7.1367 9.4138 13.5157
O 5.663 2.0149 13.8296
O 5.8634 9.9883 15.8039
O 3.2081 1.1123 14.3065
O 3.5993 4.7252 19.477
O 1.9966 10.522 13.5651
O 5.8477 4.0412 10.3308
O 1.6909 2.8121 20.1514
O 5.7855 5.4976 16.5838
O -1.9923 3.1872 10.5427
O 6.1083 2.3754 18.171
O 4.2057 7.6513 16.6458
O 4.4702 2.8367 15.9158
O 8.5446 3.4508 17.7279
O 3.3972 3.5667 13.4501
O 5.5642 7.8761 -1.2408
O 3.199 10.1716 15.924
O 2.1254 8.0666 14.4902
O 3.4158 7.4431 19.0824
O 8.2522 6.083 17.32
O 1.2626 8.3407 22.1957
O 8.0401 2.7246 20.2052
O 1.9537 -0.8419 -1.0203
O -2.251 7.8502 19.8086
O 3.7097 5.9184 14.8925
O 1.0233 5.7944 -0.2199
O 3.3836 2.4744 18.226
O 1.7288 8.1547 -1.0385
O -0.9132 4.9478 16.8737
O -1.8834 5.2231 19.3335
O 6.6786 4.7861 19.0244
O 4.3919 9.2814 13.7329
O 2.1114 6.1226 21.0003
O -0.444 6.4982 21.1704

Results
free energy: -103889.811 eV
free energy less fixed offsets of O -569.03, Si -635.61 eV per atom: 5.739 eV
pressure: -0.72 GPa
stress xx, yy, zz, yz, xz, xy (GPa, positive in tension): 0.8, 0.57, 0.79, 0, 0.13, -0.14

Forces (eV/angstrom), in the order of the atoms: element, x, y, z
Si -0.0806 0.2106 -0.2065
Si 0.1086 -0.0551 -0.1178
Si 0.0193 -0.0468 0.1054
Si 0.0236 0.1572 -0.1463
Si 0.2192 0.1643 0.3391
Si -0.0312 -0.3917 0.0971
Si -0.0755 -0.1559 0.1861
Si 0.0778 0.0381 -0.0947
Si -0.1876 0.1927 0.2136
Si -0.1885 0.1515 -0.1365
Si -0.112 -0.0502 -0.1484
Si -0.1108 0.0204 -0.327
Si 0.1798 -0.0476 -0.2327
Si -0.1579 -0.0166 -0.1795
Si 0.1332 0.0349 -0.2987
Si 0.0536 0.1491 -0.2253
Si 0.0853 -0.062 0.009
Si -0.0403 -0.2111 -0.239
Si -0.0244 0.1268 0.1082
Si 0.0916 -0.0995 -0.0195
Si -0.0133 -0.1138 0.1144
Si -0.0554 0.0343 -0.1003
Si -0.1249 0.0276 -0.1024
Si 0.1096 -0.0643 -0.1817
Si 0.0473 -0.1408 0.0937
Si 0.077 -0.0184 -0.0192
Si 0.0014 0.1653 0.0297
Si -0.0786 -0.0464 -0.1507
Si -0.0996 0.091 -0.0298
Si -0.052 -0.0566 -0.1089
Si -0.0277 -0.0319 0.0048
Si 0.0279 -0.0055 -0.067
Si 0.0694 -0.0412 0.0122
Si 0.0464 -0.0272 0.0119
Si 0.0575 0.0319 0.0357
Si -0.0233 0.0374 -0.0503
Si 0.0444 0.1856 0.0287
Si 0.1127 -0.0671 -0.0028
Si 0.1242 0.0416 0.0963
Si -0.0947 0.0395 -0.1783
Si -0.0594 -0.1677 0.109
Si 0.0048 -0.0097 0.0149
Si 0.0593 0.0764 -0.0141
Si -0.2136 -0.0721 0.0457
Si -0.0085 -0.0235 0.1498
Si 0.0059 0.0956 -0.1214
Si -0.1008 -0.028 -0.164
Si 0.0504 0.0439 -0.3329
Si 0.0282 0.1638 0.2059
Si 0.2153 -0.031 -0.1365
Si 0.0547 -0.1767 -0.1838
Si -0.0456 0.0267 -0.1361
Si -0.0297 0.1149 0.0239
Si -0.1482 -0.0373 0.1164
Si 0.0308 -0.0979 0.0249
Si -0.0019 -0.0288 0.2588
Si 0.296 -0.1526 0.2428
Si -0.1247 -0.0358 0.0625
Si 0.1781 -0.0097 0.2699
Si 0.1013 0.1015 0.2007
Si 0.0821 -0.3074 0.1871
Si -0.0664 0.0448 0.3369
Si -0.1845 -0.1762 0.3014
Si 0.038 0.2479 0.442
Si 0.1342 0.3649 0.1841
Si 0.0037 -0.1135 0.5026
Si -0.1267 0.1751 0.3522
Si -0.165 0.1162 0.4074
Si -0.2098 -0.2119 0.2983
Si 0.2023 0.4145 0.3446
Si -0.0563 0.2597 -0.0874
Si -0.1179 -0.0099 -0.1188
Si -0.0427 -0.0704 0.1857
Si -0.1674 -0.105 0.1072
Si -0.0321 -0.2707 0.0256
Si -0.0714 0.0427 -0.1097
Si -0.0118 0.0512 0.1931
Si 0.0414 -0.0504 -0.0145
Si 0.0365 -0.2443 0.2594
Si -0.118 0.011 0.0137
Si 0.0452 0.0417 -0.1293
Si -0.035 0.0492 -0.1292
Si 0.0969 0.169 -0.0411
Si 0.0904 -0.1405 0.1739
Si 0.0241 -0.0203 0.0059
Si 0.0432 -0.066 -0.2663
Si 0.0558 0.0863 -0.2887
Si -0.0946 -0.0207 -0.2859
Si -0.1513 0.0905 -0.378
Si 0.1096 -0.0311 -0.0926
Si 0.0387 -0.0566 -0.4197
Si 0.0154 0.0792 -0.1824
Si -0.0905 -0.0402 -0.0042
Si 0.1048 -0.238 -0.2779
Si 0.0041 -0.0053 -0.0906
Si -0.0205 0.0376 -0.2145
Si -0.0429 -0.0633 0.3338
Si -0.0899 -0.0101 0.3181
Si 0.1858 0.1268 0.1549
O -0.1324 0.1188 -0.2635
O 0.0877 0.0468 0.2177
O 0.0547 0.0564 0.0377
O -0.1768 0.2324 0.2895
O 0.0198 -0.0094 0.0078
O -0.0178 -0.0332 -0.053
O 0.0778 0.1394 0.337
O 0.0719 -0.1976 0.0144
O 0.0339 0.009 0.028
O -0.1441 0.0404 -0.0611
O -0.0574 -0.2557 0.0607
O 0.0581 -0.0125 0.0798
O -0.1089 -0.0721 0.1906
O -0.1284 0.1019 -0.1463
O 0.0207 0.0497 -0.1631
O 0.0839 0.024 0.0913
O 0.1577 0.2659 0.0831
O -0.0337 -0.064 0.1218
O -0.006 -0.1861 -0.2365
O -0.1211 0.0037 0.0476
O -0.1057 0.1535 -0.2417
O -0.0604 0.304 -0.2954
O -0.0776 -0.2459 -0.1153
O 0.0696 -0.0773 -0.5247
O -0.0479 0.0156 -0.2923
O -0.1964 -0.0469 -0.5865
O 0.0209 0.071 -0.1515
O 0.1671 0.1185 -0.0136
O 0.089 -0.0111 -0.119
O -0.1603 -0.0706 0.1942
O 0.0078 -0.0459 0.1007
O 0.1353 -0.0309 -0.3082
O -0.0834 -0.064 -0.5577
O 0.2749 -0.0198 -0.1581
O 0.0696 -0.1523 -0.0941
O -0.0053 0.1217 -0.0341
O 0.0068 -0.0486 0.0195
O 0.0047 -0.1011 -0.0573
O 0.1001 0.1234 -0.2407
O 0.1196 -0.0239 -0.1557
O -0.0184 -0.0302 -0.09
O -0.0736 0.0109 -0.1692
O -0.0322 0.1478 0.1649
O 0.0187 0.0575 -0.0254
O 0.0316 -0.289 -0.4178
O -0.1982 -0.0488 0.2506
O -0.0554 0.0984 0.0478
O 0.0893 -0.2056 -0.1307
O 0.0843 0.0344 0.0975
O 0.0304 0.0072 0.0914
O 0.019 -0.0203 -0.0295
O -0.0074 0.0323 0.0826
O -0.1061 0.1239 -0.1118
O 0.0098 0.024 0.2773
O -0.0424 -0.0207 0.0074
O -0.0107 0.0292 -0.0604
O -0.0207 -0.1273 0.2229
O -0.0186 -0.1003 0.1178
O -0.0533 -0.0934 0.0618
O 0.1912 -0.0517 0.3438
O 0.0233 -0.0046 0.2805
O -0.1432 0.101 0.2572
O -0.0196 0.0449 -0.0055
O 0.2267 0.1384 0.0575
O -0.0484 0.0404 0.0925
O 0.0441 -0.179 0.2146
O -0.0781 -0.0431 0.0389
O 0.0602 0.0603 0.1382
O 0.0653 -0.0847 0.0961
O 0.0557 0.0263 -0.0236
O -0.08 0.0232 0.1018
O 0.1074 0.012 0.2127

The program warned: the cutoff lies below the one the program advises for these potential files.
